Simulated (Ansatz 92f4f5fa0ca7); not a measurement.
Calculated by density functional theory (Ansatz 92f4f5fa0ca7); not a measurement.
Periodic cell of 216 atoms, Si133O82H1, from a study of silicon, its oxide and their interface. The atomic structure is a simulated model.
Doubt: the cutoff is far below the 930 eV that the study's wrapper takes by default for these files, so forces and energies are approximate.
This geometry differs little from another in the collection (a relaxation step or a small displacement).

Settings
functional: PBE
potential files: Ansatz PAW
basis: plane waves
wave-function cutoff: 580 eV
density cutoff ratio: 5
exchange-correlation grid ratio: 1
k mesh: 1 x 1 x 1, Gamma-centred
self-consistency stop: 5e-08 eV per atom in the density residual
occupations: fixed
spin: none
net charge: +1 e, with a uniform compensating background and no finite-size correction

Cell vectors (angstrom)
a	10.938	0	0
b	0	10.938	0
c	0	0	31.3244

Atoms: element, x, y, z (angstrom)
Si	0.2232	-0.7049	23.8983
Si	5.0151	0.338	23.8904
Si	3.2228	2.1302	23.7476
Si	7.8802	3.0574	23.9559
Si	-0.6039	6.1231	23.9276
Si	6.1386	4.8926	23.9386
Si	2.1725	8.7639	23.9468
Si	8.5903	7.7377	24.2096
Si	1.3205	1.2555	24.9543
Si	6.7744	1.3649	25.162
Si	4.1681	3.9747	25.0123
Si	9.5773	4.1742	25.1336
Si	1.3431	6.8528	25.0818
Si	6.812	6.713	25.287
Si	3.9909	9.6192	25.2141
Si	9.5631	9.4813	25.4111
Si	2.6579	0.0479	26.5616
Si	8.1677	0.0278	26.5461
Si	0.033	2.7198	26.4205
Si	5.4621	2.7309	26.5645
Si	2.7695	5.4245	26.409
Si	8.2404	5.4415	26.6246
Si	0.0706	8.1377	26.6352
Si	5.4261	8.2069	26.5101
Si	4.1018	1.3673	27.9061
Si	9.5708	1.3673	27.9061
Si	1.3673	4.1018	27.9061
Si	6.8362	4.1018	27.9061
Si	4.1018	6.8362	27.9061
Si	9.5708	6.8362	27.9061
Si	1.3673	9.5708	27.9061
Si	6.8362	9.5708	27.9061
Si	0	0	29.2734
Si	5.469	0	29.2734
Si	2.7345	2.7345	29.2734
Si	8.2035	2.7345	29.2734
Si	0	5.469	29.2734
Si	5.469	5.469	29.2734
Si	2.7345	8.2035	29.2734
Si	8.2035	8.2035	29.2734
Si	1.3673	1.3673	30.6406
Si	6.8362	1.3673	30.6406
Si	4.1018	4.1018	30.6406
Si	9.5708	4.1018	30.6406
Si	1.3673	6.8362	30.6406
Si	6.8362	6.8362	30.6406
Si	4.1018	9.5708	30.6406
Si	9.5708	9.5708	30.6406
Si	2.7345	0	0.6835
Si	8.2035	0	0.6835
Si	0	2.7345	0.6835
Si	5.469	2.7345	0.6835
Si	2.7345	5.469	0.6835
Si	8.2035	5.469	0.6835
Si	0	8.2035	0.6835
Si	5.469	8.2035	0.6835
Si	4.1018	1.3673	2.0507
Si	9.5708	1.3673	2.0507
Si	1.3673	4.1018	2.0507
Si	6.8362	4.1018	2.0507
Si	4.1018	6.8362	2.0507
Si	9.5708	6.8362	2.0507
Si	1.3673	9.5708	2.0507
Si	6.8362	9.5708	2.0507
Si	0	0	3.418
Si	5.469	0	3.418
Si	2.7345	2.7345	3.418
Si	8.2035	2.7345	3.418
Si	0	5.469	3.418
Si	5.469	5.469	3.418
Si	2.7345	8.2035	3.418
Si	8.2035	8.2035	3.418
Si	1.3623	1.4185	4.7827
Si	6.7904	1.3908	4.787
Si	4.1115	4.0793	4.7621
Si	9.6119	4.1189	4.8375
Si	1.3949	6.843	4.8906
Si	6.8126	6.8543	4.7273
Si	4.0427	9.6123	4.878
Si	9.6379	9.4987	4.6706
Si	2.6697	0.1328	6.2816
Si	8.1909	-0.1073	5.8916
Si	0.1178	2.8419	6.2468
Si	5.4617	2.7599	6.2336
Si	2.7858	5.376	6.2247
Si	8.2486	5.57	6.1159
Si	0.075	8.3714	6.2358
Si	5.469	8.1819	6.1652
Si	3.7055	1.8638	7.59
Si	9.696	1.1469	7.0711
Si	1.9862	3.6166	7.6766
Si	6.448	4.6531	7.2913
Si	4.6296	6.3169	7.3533
Si	9.1334	7.449	7.2445
Si	0.6548	10.4287	7.4255
Si	7.3616	9.0715	7.2292
O	7.1433	4.192	9.0516
O	7.2573	9.1783	8.92
O	9.283	7.4056	8.9334
O	0.8791	10.4913	9.0805
O	4.1907	1.47	9.1513
O	1.8473	3.9581	9.3241
O	8.3499	1.8454	7.9247
O	4.2336	6.5174	8.9489
O	8.2778	8.2593	22.6631
O	8.5689	2.3035	22.6226
O	6.072	5.6526	22.4508
O	2.7884	2.5673	22.1842
O	10.3981	9.989	22.386
O	0.1686	3.6771	18.2901
O	2.641	8.6311	22.3553
O	5.5487	-0.4855	22.5446
Si	7.0755	5.229	10.506
Si	-1.301	3.9049	11.2232
Si	3.2832	7.2483	10.0283
Si	3.1782	13.5212	15.8233
Si	-1.3282	12.2452	12.7446
Si	-0.2368	5.2651	21.0292
Si	6.3635	10.3099	21.1395
Si	9.0557	-1.6377	21.6845
Si	6.262	-7.9367	15.1935
Si	1.4547	-1.4697	10.1982
Si	7.8338	2.5582	9.2612
Si	5.7969	0.7317	18.5891
Si	-1.6914	2.5331	21.1506
Si	7.7326	5.0342	17.0844
Si	6.9035	3.2485	19.4025
Si	1.5164	4.7524	10.7239
Si	5.2428	5.2605	21.11
Si	3.4425	-0.2096	16.8625
Si	5.2133	3.7583	12.4434
Si	9.8637	-1.4083	11.8106
Si	-3.5003	11.2414	14.533
Si	5.0985	-1.6877	14.5832
Si	2.5753	3.8926	21.2506
Si	1.6653	3.0181	18.4663
Si	-0.8131	10.3809	14.6646
Si	8.0544	8.0547	9.8211
Si	5.0194	8.0286	19.5758
Si	13.2657	9.1689	20.8524
Si	10.7461	-5.6844	17.9774
Si	5.2132	7.0231	16.6148
Si	5.1336	12.2871	10.4828
Si	11.606	11.5809	20.0362
Si	4.0269	9.6336	11.6656
Si	-0.2062	8.8553	19.3895
Si	2.5224	4.3382	13.5827
Si	2.1957	6.2806	16.0121
Si	1.043	8.9498	16.7367
O	2.1986	-2.6643	9.3461
O	6.1676	8.8752	20.3693
O	9.2107	2.8719	10.0335
O	-0.2676	10.49	19.2815
O	1.0969	8.3261	20.2069
O	-2.8425	2.3023	20.0108
O	2.4139	2.9712	14.4409
O	-0.1182	4.9044	10.757
O	-1.0181	2.8863	12.4578
O	9.5595	4.122	21.0503
O	5.7517	4.7601	11.2632
O	14.5658	8.7865	19.9571
O	3.7259	-5.9698	21.6171
O	9.9093	9.299	13.4319
O	5.8954	3.8821	20.5158
O	5.1243	8.0033	17.9341
O	8.6859	-11.239	15.4134
O	9.345	-5.4868	17.1051
O	13.1636	-1.1217	17.4539
O	13.5563	3.6071	19.6512
O	2.0046	5.5584	14.5413
O	5.7828	11.5049	20.2105
O	6.6116	-4.754	16.7876
O	10.6157	1.6377	20.9179
O	-2.5923	4.8779	11.4432
O	4.2496	-2.7896	10.9905
O	2.3758	6.1318	10.7977
O	12.8013	-0.1708	20.8571
O	7.0307	6.7803	10.0976
O	22.1091	-2.0602	11.0945
O	4.0653	4.6368	13.1626
O	4.7293	14.0527	15.7434
O	-0.0329	-2.593	17.8315
O	6.0918	13.257	18.3316
O	-0.5495	6.3012	22.2498
O	2.51	14.2302	17.1126
O	-2.9628	-0.4472	21.3717
O	5.078	10.7718	11.1008
O	1.1063	5.7609	17.118
O	-4.4681	10.0096	14.1348
O	1.1453	4.5786	21.5406
O	-4.0768	-0.2712	17.8685
O	-8.4069	10.1561	11.2246
O	6.6417	1.427	15.3784
O	3.7717	6.1894	16.5135
O	4.2947	11.3038	18.1035
O	6.312	3.4011	13.59
O	5.3994	7.7444	15.1377
O	0.2687	9.9422	15.7329
O	12.6987	7.8363	15.7957
O	-0.3507	11.8037	13.9789
O	6.6915	1.729	10.0448
O	-0.2388	-5.0185	19.504
O	-2.8887	22.9199	13.1944
O	5.1765	6.4706	20.0356
O	1.7725	4.0245	12.1628
O	-6.548	9.9265	15.8472
O	9.4183	-2.4432	20.2862
O	-3.5349	3.8843	15.9559
O	-6.7985	9.3715	13.2625
O	4.6952	2.4079	11.6589
O	2.8885	1.0047	15.9459
O	9.8452	0.2266	11.5094
O	8.5593	8.7397	11.2041
O	7.5237	4.504	18.5978
O	1.398	12.4037	18.834
H	-3.2138	0.0644	17.5751

Results
free energy: -131201.684 eV
free energy less fixed offsets of H -15.97, O -568.88, Si -635.61 eV per atom: -1.424 eV

Forces (eV/angstrom), in the order of the atoms: element, x, y, z
Si	0.0018	0.0034	-0.0037
Si	0.0044	0.0007	-0.0017
Si	-0.0014	-0.0002	-0.0049
Si	0.0005	-0.0033	-0.0036
Si	-0.003	-0.0003	-0.0009
Si	0.0018	-0.0005	-0.0043
Si	0.0041	0.0009	-0.0039
Si	0.0043	0.0045	-0.0083
Si	-0.0022	-0.0003	0.0014
Si	0.0005	-0.0019	-0.0012
Si	-0.0011	0.0046	0.0053
Si	0.0018	0.0024	0.0002
Si	0.0026	-0.0016	0.0029
Si	-0.005	0.0031	0.0032
Si	-0.0003	-0.0045	0.0001
Si	-0.0027	-0.0022	-0.0012
Si	-0.0006	0.0039	-0.0008
Si	-0.0008	0.0012	-0.0012
Si	0.001	-0.0017	0.0003
Si	-0.0019	0.0003	-0.0036
Si	0.0005	-0.0021	-0.0021
Si	0.0014	-0.0031	-0.0037
Si	0.0006	-0.0005	-0.0047
Si	0.0004	0.0004	-0.0019
Si	-0.2687	0.1214	0.1806
Si	0.1145	0.2912	-0.4654
Si	0.1875	-0.1217	-0.7821
Si	-0.0173	-0.1947	0.4137
Si	-0.248	-0.2259	-0.4701
Si	0.2299	-0.163	0.7414
Si	0.1568	0.096	0.5799
Si	-0.2132	-0.0742	-0.2003
Si	-0.0218	-0.0813	0.0023
Si	-0.0971	-0.0956	0.0025
Si	0.0849	-0.0087	0.0246
Si	-0.0085	0.0325	0.0296
Si	-0.1355	0.0575	0.0437
Si	0.0226	-0.0306	-0.0093
Si	-0.0183	0.0702	0.0342
Si	0.0439	-0.0248	-0.0102
Si	-0.0283	0.0046	-0.0029
Si	0.0539	-0.009	-0.042
Si	-0.0282	0.042	0.013
Si	0.0191	-0.0459	-0.0211
Si	0.0415	-0.0268	-0.0274
Si	0.0033	0.0174	-0.0027
Si	0.0321	-0.0335	-0.0149
Si	-0.0327	0.0405	-0.0036
Si	0.0428	-0.0535	-0.0201
Si	-0.0524	0.0057	0.0309
Si	-0.0797	0.0293	0.0302
Si	0.0301	-0.0413	0.0164
Si	-0.0404	0.0632	0.018
Si	0.0878	-0.0254	-0.0218
Si	-0.0277	-0.0162	0.0066
Si	-0.0108	0.0363	0.0342
Si	-0.1012	-0.0664	-0.0521
Si	0.0517	-0.0268	0.0095
Si	0.1323	0.0437	0.0149
Si	0.0343	0.0833	-0.0213
Si	0.0406	-0.0301	0.0051
Si	-0.1418	-0.0051	-0.0573
Si	0.0269	0.1067	-0.0195
Si	0.0841	-0.0351	0.0461
Si	0.2457	0.2714	-0.3566
Si	-0.4714	0.0203	0.3164
Si	0.0423	-0.0396	-0.3647
Si	0.1332	0.1166	0.4075
Si	0.1316	0.3401	0.4572
Si	-0.1199	-0.1134	-0.3313
Si	0.0143	0.0211	0.5875
Si	0.0404	-0.3196	-0.72
Si	0.0005	0	0.0022
Si	-0.0046	-0.0011	-0.0038
Si	-0.0024	-0.0076	0.0034
Si	0.0024	0.0025	-0.0038
Si	-0.0028	-0.0005	0.001
Si	0.0087	-0.0003	0.0068
Si	0.0027	-0.001	0.0008
Si	0.0048	0.0004	0.0063
Si	0.0075	0.0005	-0.0051
Si	0.0001	-0.0037	-0.0018
Si	0.0003	-0.0051	0.0011
Si	0.0024	0.0065	0.001
Si	-0.0043	0.004	-0.0017
Si	-0.01	-0.004	-0.0031
Si	0.0061	0	-0.007
Si	-0.0063	0.004	-0.0042
Si	0.0003	-0.007	0.0061
Si	0.0046	0.0035	0.0074
Si	-0.0012	0.0029	0.0073
Si	-0.0118	0.0072	-0.0233
Si	0.0059	-0.0058	0.0184
Si	0.0018	0.007	0.0052
Si	-0.0143	0.001	0.0015
Si	0.0009	-0.0001	0.0044
O	0.0049	0.0006	0.0243
O	0.0013	-0.0013	-0.0001
O	-0.0016	0.0002	-0.0003
O	0.0006	0.0012	-0.0021
O	-0.0024	0.0022	-0.0056
O	0.0021	-0.0031	-0.0073
O	-0.0025	0.0003	0.0002
O	0.0039	-0.0014	-0.0168
O	0.0003	-0.0017	0.0044
O	-0.0021	0.001	0.0054
O	0.0014	0.0008	0.0038
O	0.0018	-0.0001	0.002
O	0.003	0.0001	0.0002
O	-0.0004	0.0005	-0.0015
O	-0.001	-0.0006	0.0034
O	-0.0035	0.0007	0.0041
Si	0.0047	-0.007	0.0019
Si	0.0074	0.0006	-0.0001
Si	0.0014	0.0011	-0.0022
Si	-0.0007	-0.0014	0.0019
Si	0.0016	-0.0024	-0.0017
Si	-0.0007	0.0005	0.0015
Si	0.0015	0.0002	-0.0015
Si	-0.0012	-0.002	0.0027
Si	-0.0007	0.0023	0.0027
Si	0.001	-0.0003	0.0004
Si	0.004	-0.0094	0
Si	-0.0019	-0.0014	0.0042
Si	0.0003	-0.0006	-0.0012
Si	0.0002	0.0007	0.0048
Si	0.0004	-0.0002	0.0009
Si	-0.0014	-0.0015	-0.0011
Si	0.0009	0.0005	-0.003
Si	-0.0018	0.0008	0.0043
Si	-0.0016	-0.0037	0.004
Si	0.0012	0.0022	0.0012
Si	0.0011	-0.0019	0.0007
Si	-0.0008	-0.0007	0.0024
Si	-0.0004	-0.0013	0.0002
Si	-0.001	-0.0013	0.0029
Si	0.0018	-0.0011	0.0007
Si	0.0041	0.006	-0.0038
Si	0.0002	0.0004	0.003
Si	-0.0009	0.0001	0.0005
Si	-0.0002	-0.001	0.0009
Si	0.0006	0.0004	0.0019
Si	-0.0049	-0.0011	0.0005
Si	-0.0002	-0.0013	0.0019
Si	-0.0007	0.0008	-0.0006
Si	0.002	0.0007	0.0032
Si	-0.0033	-0.0013	0.0013
Si	0.0004	0.0001	0.002
Si	0.0006	-0.001	0.0031
O	-0.001	0.0003	0.0012
O	0.0006	-0.0003	-0.0011
O	-0.0049	0.003	-0.0006
O	0.0003	-0.0002	-0.0017
O	-0.0001	0	-0.0023
O	0.0014	-0.001	-0.0012
O	0.0005	0.0009	-0.0012
O	-0.0027	-0.0006	0.0017
O	-0.0006	0.0027	-0.0003
O	0	0.0014	-0.0018
O	0.0041	0.0043	-0.0051
O	-0.0003	0.0001	-0.0022
O	-0.0015	0.0004	0.0006
O	0.0002	-0.0013	-0.0026
O	-0.0003	-0.0011	-0.0005
O	-0.0003	0.0006	-0.0008
O	-0.001	0.0011	-0.001
O	0.0008	0.0003	-0.0014
O	0.0006	-0.0011	-0.0019
O	0.0014	-0.0001	-0.0004
O	0.0007	-0.0009	-0.0015
O	0.0004	0.0012	-0.0005
O	-0.0001	-0.0004	-0.0014
O	-0.0001	-0.0004	-0.001
O	-0.0057	0.0001	-0.0055
O	-0.0003	-0.002	0.0008
O	0.0015	0.0019	0.0027
O	0.0005	-0.0001	-0.0012
O	-0.0028	-0.0007	-0.0003
O	0.0016	-0.0008	0.0002
O	0.0038	0.001	0.0003
O	0.0018	0.0002	-0.0019
O	0.0001	-0.0001	-0.0015
O	-0.0006	0.0011	-0.0019
O	-0.0007	0.001	0.0006
O	0.0016	0.0007	-0.0028
O	0.0017	0.0006	-0.0016
O	0.0023	0.0014	0.0013
O	0.0005	0.0001	-0.001
O	0.0018	0.0009	-0.0006
O	0.0003	-0.0001	-0.0016
O	0.0916	0.0439	-0.0753
O	-0.0005	-0.0004	0.0013
O	-0.0003	-0.0012	0.0004
O	0	-0.0002	-0.0017
O	0.0013	0.0013	-0.0006
O	-0.0002	0.0001	-0.002
O	0.0003	-0.001	0
O	0.0003	0.0006	-0.0011
O	0.0002	-0.0001	-0.0009
O	-0.0012	0.0013	-0.0014
O	0.0068	0.0072	-0.0017
O	0.0001	0.0003	-0.0005
O	0.0001	0.0009	0
O	-0.0002	-0.0005	-0.0023
O	-0.0006	0.0002	-0.0005
O	0.0035	-0.0023	-0.0033
O	-0.0006	0.0003	-0.0014
O	0.0001	-0.0017	-0.003
O	-0.0018	0.0011	-0.0039
O	0.0011	-0.0022	-0.0007
O	-0.0001	0.001	-0.0023
O	0.0003	0.001	0.0012
O	-0.0015	-0.0027	-0.001
O	0.0004	0.0005	-0.0022
O	0.0002	-0.0005	-0.0014
H	-0.0882	-0.0437	0.073

The program warned: the cutoff lies below the one the program advises for these potential files; the exchange-correlation potential is rough where the density is thin.
